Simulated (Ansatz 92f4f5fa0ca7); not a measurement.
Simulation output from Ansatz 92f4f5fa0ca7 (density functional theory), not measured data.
Periodic cell of 195 atoms, Si117O78, from a study of silicon, its oxide and their interface. The atomic structure is a simulated model.

Settings
functional: PBE
potential files: Ansatz PAW
basis: plane waves
wave-function cutoff: 700 eV
density cutoff ratio: 5
exchange-correlation grid ratio: 2
k mesh: 2 x 2 x 1, shifted by 0.5 0.5 0.5 of a step
self-consistency stop: 5e-08 eV per atom in the density residual
occupations: Fermi-Dirac, 0.05 eV
spin: none
net charge: 0

Cell vectors (angstrom)
a	11.5983	0	0
b	0	11.5983	0
c	0.9781	-3.6711	27.1487

Atoms: element, x, y, z (angstrom)
Si	8.6614	10.3652	-0.8833
Si	7.6226	4.9915	0.4873
Si	6.8217	7.9111	2.949
Si	0.9399	10.5444	0.8098
Si	1.3162	4.4091	1.431
Si	1.2504	6.809	0.9181
Si	3.7343	10.9087	0.4489
Si	4.8819	4.2568	0.8284
Si	4.4068	7.8474	3.1126
Si	-0.7636	11.5605	2.1795
Si	-0.6546	3.951	2.7454
Si	-0.2973	7.658	2.5576
Si	4.4856	11.6135	2.6549
Si	3.401	4.115	2.6539
Si	2.8937	8.3747	1.468
Si	8.5188	11.6665	1.0384
Si	8.4172	4.1118	2.6041
Si	8.6816	7.7448	0.6373
Si	-0.2783	1.8319	3.7601
Si	-0.2405	5.8423	4.1041
Si	-0.3215	9.7243	3.7916
Si	3.7245	2.0139	3.8055
Si	3.7117	5.8982	4.1432
Si	3.7799	9.862	4.1513
Si	7.5898	2.0963	3.9141
Si	7.6226	5.9132	4.0235
Si	7.4223	9.7973	4.2533
Si	9.512	1.9208	5.3074
Si	9.4856	5.9887	5.494
Si	9.4847	9.757	5.4256
Si	1.7084	1.8801	5.129
Si	1.7192	5.9269	5.3982
Si	1.6405	9.8185	5.2851
Si	5.612	2.1315	5.2795
Si	5.681	5.8254	5.422
Si	5.5847	9.8306	5.6691
Si	9.4633	11.6796	6.8345
Si	9.6185	3.9098	6.632
Si	9.4822	7.8869	6.8894
Si	1.652	11.7109	6.7419
Si	1.7191	3.8417	6.5282
Si	1.7126	7.8911	6.7341
Si	5.6207	11.8514	6.8255
Si	5.5777	3.9293	6.7473
Si	5.6288	7.791	6.8004
Si	-0.2297	11.7359	8.2748
Si	-0.0519	3.8754	8.0758
Si	-0.1417	7.8636	8.222
Si	3.6267	11.7732	8.0965
Si	3.5599	3.9023	7.9891
Si	3.6732	7.8383	8.1029
Si	7.5303	11.6982	8.2506
Si	7.6349	3.9575	7.8511
Si	7.5081	7.8897	8.2167
Si	-0.1702	2.1016	9.6815
Si	0.0052	5.8191	9.456
Si	-0.2325	9.7778	9.6725
Si	3.5448	2.0871	9.5098
Si	3.7176	5.8157	9.3635
Si	3.6144	9.8181	9.4442
Si	7.5989	2.1858	9.337
Si	7.6981	5.8103	9.2719
Si	7.4289	9.7563	9.7074
Si	9.3722	2.8259	10.7415
Si	8.2631	6.3049	13.3807
Si	9.3812	9.5416	11.0498
Si	1.7567	2.0118	11.1586
Si	1.946	5.8627	10.9203
Si	1.7879	9.7999	10.9339
Si	5.9879	6.029	12.6116
Si	5.7548	5.1998	10.4113
Si	5.3599	9.8665	11.0243
Si	11.4582	-0.9564	14.5041
Si	9.8535	7.2926	12.0065
Si	13.9268	7.8538	12.1848
Si	2.135	11.6181	12.48
Si	2.033	3.9869	12.511
Si	0.2657	7.6503	13.3781
Si	5.6049	2.7857	10.4214
Si	5.8731	2.0848	12.6199
Si	4.8671	8.136	12.6735
Si	8.3091	1.8592	12.6311
Si	0.2552	4.9161	14.9107
Si	9.5983	5.3739	10.5866
Si	4.5784	11.6248	12.731
Si	5.0491	4.0851	13.6076
Si	6.0635	9.6457	14.1325
Si	6.4306	3.1999	18.2274
Si	8.7759	11.0901	12.8358
Si	7.8193	8.2447	15.9908
Si	5.5677	7.2449	23.0195
Si	4.6355	6.8856	20.0645
Si	13.4988	7.5366	19.291
Si	3.6002	5.0396	23.6551
Si	11.5855	9.8404	19.512
Si	10.2146	4.3922	22.2176
Si	6.0191	4.3376	15.7213
Si	12.0367	2.8178	23.8291
Si	2.9307	2.7735	22.1157
Si	13.0684	4.9125	17.7871
Si	9.9138	10.431	17.0662
Si	1.7454	4.3729	26.1135
Si	2.114	0.381	23.5278
Si	5.7305	9.01	25.4416
Si	11.5281	10.4008	22.4146
Si	7.978	7.9609	29.9774
Si	12.7078	6.4587	22.2225
Si	10.8952	8.1191	23.9135
Si	-0.643	0.8032	20.4659
Si	8.9394	1.4219	18.4939
Si	3.7598	-0.2631	26.1547
Si	8.8787	4.2975	14.4696
Si	3.7711	3.9124	19.5006
Si	6.6346	6.1494	17.8366
Si	7.9414	-1.2233	26.7961
Si	8.495	6.4654	23.5346
Si	10.8008	3.4449	19.4598
O	9.8053	7.6057	1.807
O	7.3049	8.2347	1.3739
O	6.0461	5.4281	0.8117
O	2.1786	11.4528	0.1854
O	12.7639	-0.1523	13.8928
O	0.3546	6.5058	14.5544
O	8.2311	7.3484	14.7046
O	8.9397	2.7541	13.9093
O	3.3694	4.0728	13.4939
O	0.7673	4.0693	13.6024
O	10.0883	11.1958	13.8232
O	-1.287	4.5283	15.2353
O	0.0138	9.0548	14.1849
O	8.6325	0.2201	26.4158
O	8.1432	13.134	0.2938
O	11.94	11.4406	19.5617
O	4.0771	5.3578	20.1921
O	9.1031	8.8357	-0.4849
O	2.5449	-0.2852	27.2591
O	3.0072	1.1804	22.4138
O	9.83	11.2364	-1.6976
O	1.7688	9.5855	1.9273
O	12.4618	1.2672	24.1541
O	3.7991	9.2521	0.3566
O	5.729	2.8116	0.6867
O	8.8932	5.0041	22.9371
O	1.3337	5.8335	26.7958
O	13.233	6.5132	18.0524
O	4.0806	3.6851	22.8467
O	1.1674	4.6171	16.223
O	11.4714	5.4169	22.2699
O	10.3264	9.6975	18.4826
O	5.0305	10.9288	14.2161
O	5.9259	6.9086	19.088
O	6.4062	9.0181	15.6133
O	5.3981	8.6073	23.8965
O	-0.6947	0.2643	22.0046
O	7.5148	10.2214	13.51
O	0.5454	3.7131	25.1998
O	1.5098	-0.9576	22.8117
O	2.8576	4.1242	18.1638
O	8.9247	9.3981	16.3086
O	14.1044	5.875	22.7804
O	9.8772	4.1438	20.6252
O	9.9007	2.7414	18.2781
O	7.6629	4.3801	15.5712
O	11.8394	4.4485	18.7551
O	10.5931	3.0496	23.1004
O	9.3974	0.79	19.9411
O	11.2346	10.7666	16.1345
O	1.5332	3.3204	22.7329
O	4.9553	7.4735	21.5378
O	5.6331	5.7294	16.578
O	9.1394	0.2607	17.366
O	5.7904	3.0481	16.7218
O	7.2156	9.712	25.4861
O	10.8123	9.75	23.735
O	3.4916	7.8373	19.4155
O	12.3081	7.6914	23.2183
O	5.1678	3.1299	19.243
O	7.7059	7.2491	17.2909
O	12.9126	6.927	20.6808
O	4.7828	11.4038	-0.6934
O	3.1475	0.0766	24.7147
O	12.8032	8.956	18.9343
O	7.412	10.1636	-1.9709
O	9.6284	7.5373	23.0714
O	8.4656	6.2764	-0.0463
O	7.1811	4.6773	18.3818
O	0.0131	2.2765	20.2836
O	4.5275	9.9282	26.012
O	4.8957	0.8269	26.6487
O	4.8883	6.005	23.8246
O	3.0369	4.6148	25.1252
O	2.933	2.9852	20.5198
O	7.4038	1.9386	18.5468
O	11.2986	9.4319	21.0867
O	7.1299	6.9073	22.8197

Results
free energy: -118746.150 eV
free energy less fixed offsets of O -569.03, Si -635.61 eV per atom: 4.560 eV
pressure: -0.53 GPa
stress xx, yy, zz, yz, xz, xy (GPa, positive in tension): 1.03, 0.54, 0.02, 0.19, 0.14, 0.15

Forces (eV/angstrom), in the order of the atoms: element, x, y, z
Si	-0.1488	-0.307	-0.5967
Si	0.2128	-0.2476	0.4159
Si	-0.0054	0.2208	-0.0299
Si	0.1263	-0.1223	-0.0086
Si	0.0505	0.0371	-0.3647
Si	-0.0647	-0.2007	-0.0338
Si	0.2639	-0.0015	0.5424
Si	-0.0391	-0.2547	-0.1123
Si	-0.0497	0.1258	-0.1277
Si	0.0632	-0.0806	0.2637
Si	-0.1548	-0.0066	0.1446
Si	-0.2728	-0.6237	0.0647
Si	0.1396	-0.0551	-0.2862
Si	-0.0195	-0.1961	0.0962
Si	0.4067	0.2335	-0.3089
Si	-0.0991	0.3785	0.3188
Si	-0.0133	-0.1107	0.0282
Si	0.2016	0.0911	0.3366
Si	-0.1133	-0.0768	-0.1809
Si	0.0068	0.4609	-0.1507
Si	-0.1607	0.1134	0.3394
Si	-0.0213	-0.1688	0.04
Si	-0.0253	0.0421	0.1786
Si	0.2354	0.1426	0.5356
Si	0.0955	0.1503	-0.2138
Si	0.0953	-0.0432	-0.0024
Si	0.0527	0.0149	-0.0186
Si	0.0025	-0.0114	0.0701
Si	0.0365	-0.0294	0.0111
Si	0.1545	-0.1354	-0.195
Si	0.0854	0.0491	0.001
Si	-0.0454	-0.0562	0.1
Si	0.0809	-0.0185	-0.1892
Si	0.0824	-0.0526	-0.0779
Si	-0.1475	-0.0885	0.0252
Si	-0.2057	0.1434	-0.15
Si	-0.0539	0.0173	0.0095
Si	-0.1342	0.0018	-0.0608
Si	0.0685	0.09	0.0466
Si	0.0479	0.0408	0.0183
Si	0.076	0.0445	-0.089
Si	0.0528	-0.0513	-0.0292
Si	0.0646	-0.0447	0.1016
Si	0.1079	0.0178	0.0668
Si	0.0161	-0.0095	0.0778
Si	0.0301	-0.0401	-0.0583
Si	0.0474	0.1829	-0.1041
Si	-0.1549	0.0659	0.1066
Si	-0.069	0.0356	0.0851
Si	-0.0672	0.0019	-0.0266
Si	-0.1318	-0.0588	0.1321
Si	0.1188	0.0543	-0.0885
Si	0.0518	-0.154	-0.1662
Si	0.0053	-0.0194	-0.0258
Si	-0.1253	-0.0176	0.0768
Si	0.1195	-0.2163	-0.2388
Si	-0.1233	0.0139	0.0217
Si	-0.035	-0.0615	-0.0269
Si	-0.1461	0.0294	-0.0175
Si	0.1437	0.0963	-0.1498
Si	-0.0468	0.0879	-0.1763
Si	-0.0611	-0.1302	-0.1139
Si	-0.1714	0.0359	-0.03
Si	0.1317	0.1633	0.0038
Si	-0.0374	0.7274	0.488
Si	0.1328	-0.1002	-0.1567
Si	0.2119	0.0986	-0.04
Si	0.1789	-0.2503	0.14
Si	0.1006	-0.0271	0.091
Si	-0.0233	-0.0036	-0.556
Si	-0.0784	0.0421	0.154
Si	-0.1842	-0.0338	-0.0785
Si	0.1334	-0.2506	0.1821
Si	-0.1377	0.1855	-0.0051
Si	0.0048	0.0644	-0.0557
Si	-0.5918	-0.1553	0.149
Si	-0.4807	0.3924	0.0262
Si	0.3198	0.1124	0.3551
Si	0.1001	0.0252	0.0434
Si	0.1326	-0.0148	-0.1358
Si	-0.0896	0.1025	-0.2126
Si	-0.0786	0.4297	0.3325
Si	0.1482	0.1554	-0.146
Si	0.0635	-0.2112	-0.1451
Si	0.5009	-0.1312	0.2251
Si	-0.3636	0.1515	0.427
Si	0.033	-0.0988	0.1571
Si	0.003	0.0186	0.1093
Si	0.1489	-0.684	0.056
Si	0.0352	-0.0899	0.1701
Si	0.0236	-0.0326	-0.168
Si	0.0193	-0.0791	-0.0313
Si	0.0626	0.0694	-0.0384
Si	0.001	-0.05	-0.1069
Si	0.0353	0.0597	-0.0701
Si	-0.1434	-0.0095	-0.1267
Si	-0.4494	-0.0104	0.3476
Si	0.1588	-0.1062	-0.1588
Si	0.0376	-0.0626	-0.0993
Si	0.0639	0.0404	0.241
Si	-0.0306	0.135	0.3636
Si	0.1007	-0.1049	0.0653
Si	-0.1211	-0.0554	-0.1969
Si	-0.0732	-0.0334	-0.291
Si	0.0296	0.0174	-0.031
Si	-0.3833	0.0013	0.2165
Si	-0.058	0.1	-0.1547
Si	-0.1547	0.1793	-0.3515
Si	0.0015	0.0113	-0.0162
Si	0.0212	-0.0704	0.0664
Si	-0.0982	0.1289	-0.0151
Si	0.1416	-0.1568	0.2887
Si	0.1072	0.0511	-0.0383
Si	-0.1592	-0.1966	0.063
Si	0.043	0.1586	-0.3856
Si	-0.0162	-0.004	-0.2036
Si	-0.0356	-0.1137	-0.0257
O	-0.1206	0.0746	-0.0977
O	-0.0855	-0.1455	0.0629
O	-0.0504	-0.005	-0.0584
O	0.0061	-0.1136	-0.1138
O	0.3233	0.1016	-0.4271
O	-0.0511	-0.0806	0.0394
O	-0.0278	-0.1566	-0.0124
O	-0.2135	-0.2363	-0.2094
O	0.4416	-0.0833	-0.2137
O	0.2221	-0.134	-0.2089
O	-0.1411	0.2058	0.0017
O	-0.1093	-0.0569	0.0474
O	-0.1211	0.0453	-0.1199
O	-0.0463	-0.1751	-0.0397
O	-0.0356	0.007	0.0313
O	-0.0895	-0.0504	0.069
O	-0.0189	-0.0374	-0.0251
O	0.0718	-0.0156	-0.0242
O	-0.0195	0.1679	0.1179
O	-0.0685	0.0412	0.1087
O	-0.0443	-0.109	0.062
O	0.1346	0.0427	-0.0499
O	-0.002	0.064	-0.0024
O	-0.2739	0.0751	-0.0116
O	-0.1067	0.0722	0.3549
O	0.0653	-0.0046	0.0799
O	0.0001	0.1885	-0.0374
O	-0.0109	-0.088	-0.0754
O	-0.0572	0.0323	0.0919
O	-0.0643	-0.0189	-0.0717
O	0.0387	-0.0122	0.1219
O	-0.0342	0.0351	-0.1768
O	-0.1577	0.1194	-0.198
O	0.0175	-0.0026	-0.0736
O	0.1373	-0.0058	0.1163
O	0.0512	0.0428	0.2729
O	0.042	-0.0741	0.0093
O	-0.2017	0.0324	0.0087
O	-0.0956	0.1198	-0.0825
O	-0.0213	0.0824	0.0471
O	-0.115	0.0527	-0.0895
O	-0.0631	-0.1436	-0.1788
O	0.0292	-0.0388	0.1118
O	0.0392	0.0106	0.1009
O	0.008	0.0484	0.0054
O	0.2417	-0.0108	-0.3883
O	0.0555	0.0587	-0.0643
O	0.029	0.0793	0.0723
O	0.0603	0.0259	-0.0313
O	0.0278	0.0311	-0.2664
O	-0.0682	0.0464	0.1063
O	0.0126	0.0488	0.1115
O	0.0217	-0.059	-0.0971
O	0.0718	-0.1124	-0.1262
O	0.0914	0.0423	0.0544
O	0.0696	-0.0537	0.1031
O	0.0411	-0.0841	0.0216
O	-0.0196	-0.0172	-0.0084
O	0.0056	-0.0616	0.1134
O	-0.0534	0.0309	0.0293
O	0.0908	0.0667	-0.1193
O	-0.0294	-0.0418	0.1215
O	0.0432	0.034	-0.2332
O	0.0918	-0.041	0.1315
O	-0.0067	-0.0292	0.0324
O	0.2796	0.0825	0.1893
O	0.1039	-0.0249	0.1458
O	0.0201	0.1679	-0.0015
O	0.0408	0.0325	0.0066
O	-0.0457	-0.0007	0.0014
O	-0.0393	-0.0567	-0.0222
O	0.0232	-0.0219	-0.0135
O	-0.0578	-0.0026	0.058
O	-0.1259	0.0295	0.082
O	-0.0384	0.0092	0.081
O	-0.0128	0.0741	-0.0395
O	0.0126	0.0993	0.0689
O	0.0068	-0.0298	0.0924

The program warned: the cutoff lies below the one the program advises for these potential files.
